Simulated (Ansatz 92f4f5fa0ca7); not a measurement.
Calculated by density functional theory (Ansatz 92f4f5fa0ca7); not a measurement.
Periodic cell of 252 atoms, Si144O100N8, from a study of silicon, its oxide and their interface. The atomic structure is a simulated model.
This geometry differs little from another in the collection (a relaxation step or a small displacement).

Settings
functional: r2SCAN
potential files: Ansatz PAW
basis: plane waves
wave-function cutoff: 800 eV
density cutoff ratio: 5
exchange-correlation grid ratio: 1
k mesh: 1 x 1 x 1, shifted by 0.5 0.5 0 of a step
self-consistency stop: 1e-10 eV per atom in the density residual
occupations: fixed
spin: none
net charge: 0

Cell vectors (angstrom)
a 10.887 0 0
b 0 10.887 0
c 0 0 35.4142

Atoms: element, x, y, z (angstrom)
Si -0.175 0.2114 0.1892
Si 2.725 2.118 0.0575
Si -0.4154 5.7396 -0.0177
Si 3.0477 7.7202 0.0917
Si 4.9989 0.0651 -0.0265
Si 8.2689 2.1744 0.2312
Si 5.1795 5.579 0.0668
Si 8.238 7.9409 -0.2075
Si 1.296 1.2654 1.6513
Si 4.0081 3.8652 1.2293
Si 1.2573 6.7599 1.3465
Si 4.176 9.2909 1.4491
Si 6.5734 1.1859 1.4826
Si 9.4199 4.0159 1.2686
Si 6.7105 6.8581 1.3373
Si 9.4853 9.3932 1.254
Si -0.0766 2.7653 2.7777
Si 2.7518 -0.1631 2.7836
Si 0.0006 8.1719 2.7243
Si 2.626 5.2844 2.6292
Si 5.3953 2.7216 2.763
Si 8.078 -0.1667 2.7105
Si 5.5241 8.1229 2.8828
Si 8.0978 5.4194 2.6421
Si 1.3238 4.0523 4.1376
Si 4.0671 1.3093 4.0922
Si 1.3368 9.4822 4.1418
Si 4.033 6.7059 4.0209
Si 6.7728 4.0953 4.07
Si 9.4426 1.3186 4.0299
Si 6.8351 9.4751 4.2311
Si 9.5039 6.7691 4.0243
Si -0.0272 0.0105 5.4297
Si 2.7107 2.6759 5.4572
Si -0.0174 5.4613 5.4408
Si 2.7213 8.1064 5.4309
Si 5.4466 0.0138 5.4843
Si 8.1351 2.7207 5.4091
Si 5.4205 5.428 5.438
Si 8.2079 8.1025 5.4947
Si 1.3413 1.3498 6.8181
Si 4.089 4.062 6.7961
Si 1.3642 6.7974 6.8077
Si 4.0633 9.5224 6.793
Si 6.8047 1.397 6.8109
Si 9.5034 4.0918 6.7752
Si 6.7928 6.782 6.8197
Si 9.5491 9.5162 6.8108
Si -0.0012 2.7618 8.1278
Si 2.7208 0.0052 8.1906
Si 0.0525 8.192 8.1674
Si 2.7488 5.4494 8.14
Si 5.4837 2.772 8.1809
Si 8.181 0.0271 8.1253
Si 5.4467 8.1917 8.1389
Si 8.1915 5.4672 8.1857
Si 1.3746 4.1157 9.4795
Si 4.1247 1.4067 9.5045
Si 1.3559 9.5435 9.5798
Si 4.072 6.8595 9.4973
Si 6.8322 4.1501 9.5692
Si 9.5405 1.3973 9.47
Si 6.8273 9.5539 9.4698
Si 9.5982 6.8439 9.5312
Si -0.0176 0.08 10.8811
Si 2.7533 2.7978 10.8251
Si 0.1085 5.4997 10.9006
Si 2.7136 8.1626 10.9329
Si 5.4858 0.0187 10.836
Si 8.2427 2.7607 10.8578
Si 5.4818 5.6057 10.874
Si 8.2677 8.2883 10.8283
Si 1.4331 1.3876 12.1651
Si 4.0276 4.2862 12.1492
Si 1.3757 6.849 12.4132
Si 4.0999 9.5679 12.1896
Si 6.8741 1.3824 12.1611
Si 9.6891 4.0776 12.1973
Si 6.927 6.9878 12.1801
Si 9.4902 9.6878 12.3096
Si 0.2351 2.7828 13.5916
Si 2.7165 -0.0087 13.5659
Si -0.0498 8.3129 13.6625
Si 2.8329 5.5566 13.8362
Si 5.3865 2.7828 13.2377
Si 8.1622 0.2112 13.7909
Si 5.6072 8.4484 13.5561
Si 8.2976 5.4783 13.4044
Si 1.8063 3.7962 15.0933
Si 4.0652 1.5318 14.6572
Si 1.2033 9.784 15.0635
Si 4.7623 6.6729 14.8011
Si 6.6957 4.1934 14.4613
Si 9.978 1.2562 14.9239
Si 6.3655 10.2793 15.1633
Si 9.3002 7.0109 14.8584
Si -14.9146 -2.0818 20.9136
Si 6.5385 14.1867 21.6704
Si -3.0512 -5.0061 20.9892
Si 11.6956 2.483 19.4706
Si 6.5307 0.4794 22.863
Si 6.7242 18.8249 16.6099
Si -1.6673 -9.2965 17.8595
Si 2.6144 9.9509 17.8143
Si -3.694 10.3621 18.274
Si 14.5611 7.6022 23.8319
Si 10.6477 -5.5318 16.9975
Si 3.6713 -11.3931 22.9558
Si 4.1191 15.6487 23.1275
Si 0.8251 3.0527 28.4772
Si 8.634 -3.8964 28.0394
Si 4.1511 -3.0783 19.5244
Si 14.0093 12.9754 17.3298
Si -0.0204 11.3035 27.2826
Si -3.7266 3.8356 33.6304
Si -6.3989 17.7611 30.0765
Si 2.5026 -10.4594 20.3754
Si -8.4997 -2.3848 31.4062
Si 10.8122 -5.4365 19.9653
Si 13.1303 6.4858 21.651
Si 11.2654 2.3643 31.3937
Si 5.1898 1.7924 19.279
Si -3.1313 4.429 29.0343
Si 13.1251 0.3639 25.6529
Si 2.2839 -11.4135 33.9589
Si -4.7603 -4.8984 18.5511
Si 11.3015 -1.1222 29.7414
Si 3.887 3.0141 25.6751
Si -4.6432 5.2037 31.4778
Si -11.9 6.0102 30.3161
Si 17.0834 8.4681 28.4403
Si 3.0154 15.8197 27.9454
Si 19.7172 5.9562 32.9641
Si -13.9955 14.7702 17.1881
Si -4.0128 -0.9942 33.039
Si -4.7731 11.6551 25.7526
Si 1.4414 4.1154 33.46
Si 15.8371 -12.0339 30.6114
Si 11.2038 5.7076 27.8276
Si 8.038 -9.4933 28.17
Si -12.7858 22.1259 31.0511
Si 2.5662 -10.5075 31.11
Si 14.467 6.1489 32.8712
Si 15.016 9.2689 26.3125
O -5.7005 -11.4491 25.6946
O 0.7511 -0.0586 34.2738
O -8.6064 -18.0632 28.7354
O 0.6427 5.2444 34.2676
N 4.0506 6.5861 34.531
O 5.776 9.3919 31.9688
O 0.4269 3.6853 32.2968
O 7.6025 -2.1871 33.8833
O 11.5089 0.1788 25.8156
O 5.9556 -3.6585 29.4615
O 6.3299 4.8674 34.5637
N 9.2435 6.6953 34.5048
O 0.8942 4.3833 16.3534
N 3.0019 2.5996 15.6971
O -4.8569 -1.0989 29.3854
O -3.4995 -7.505 15.7065
O 0.0985 10.9372 15.3958
O 3.6965 8.8872 18.3997
O 13.5993 -0.4961 21.6704
O 1.7886 9.3126 16.5575
O 10.3955 6.5949 16.0077
O 7.0357 11.4361 24.4293
O 20.2604 11.8986 27.3366
O 25.3294 -13.6945 25.3725
O 0.3071 3.8875 20.0645
O 3.2191 11.3425 17.2487
O 7.51 9.3853 19.5432
O 6.5722 -5.2294 20.0414
O -8.1693 -8.9839 25.8755
O -2.2135 4.3823 33.3733
O 1.4691 -9.2522 20.6815
O -6.3234 6.2404 23.7065
O 6.4779 -6.1761 17.6596
O 16.2249 8.4148 20.464
O 5.2534 0.5944 15.3859
O 20.9504 17.6222 27.2524
O 2.8574 15.5843 32.9554
N -4.2268 -1.2593 16.7924
O 7.6314 -2.6555 27.6887
O 5.3275 3.9034 22.5474
O 3.7545 5.8987 29.0103
O -0.905 23.2173 31.7508
O -2.9512 7.6061 15.5714
O -9.2843 10.8641 29.883
O 6.443 4.6926 29.9502
O 8.6325 10.9977 17.9174
O 4.896 0.545 22.8683
O 3.9384 4.167 26.8533
O -18.8795 -0.6612 26.7654
O -2.6951 11.7412 29.7145
O 0.269 -4.9892 18.4439
O 18.504 18.3344 21.4997
O 5.9294 13.7771 20.2157
O -16.4932 23.9455 25.6459
O 4.5932 6.4619 18.721
O -0.0552 -6.7653 27.6019
O -3.7998 1.8713 22.2391
O 12.7251 -22.2319 19.1733
O 8.0297 13.5346 18.1975
O 5.625 -5.5858 14.9863
O 3.0162 5.0762 21.9705
O 10.4124 1.7028 18.9125
O 11.6467 -4.6648 21.1115
O -1.7099 4.7013 17.1979
O -8.9893 1.75 31.6415
O 7.4108 6.1888 32.146
O 15.0265 0.2892 30.671
O 1.9074 2.5981 18.278
O 7.3569 -8.477 34.2991
O 6.8708 0.7936 27.2045
O 6.9443 10.0073 22.047
O 4.9325 -2.4184 27.4529
O 7.7805 13.8745 28.331
O 20.156 16.6733 20.2718
O 9.9666 10.0296 30.6111
O 7.696 -6.4191 21.8379
O 11.8228 1.5962 27.8386
O -9.1315 2.8368 34.3815
O 3.961 -9.8351 20.049
O 2.9666 18.269 20.5258
O -1.1933 1.9686 16.3666
O 3.545 3.8455 24.3353
O 11.2486 5.8818 29.4696
N 2.415 10.0207 32.2802
O 0.116 2.7999 29.8866
O 0.029 9.9185 28.1704
O 15.4135 2.5599 18.0112
O 17.0568 0.6094 18.7968
O 2.7023 10.7523 24.1987
O -8.4694 8.8743 34.56
O -0.8714 -4.6151 31.901
O 1.0757 -13.34 30.4163
O -2.9207 -0.1249 32.2182
O 4.3228 8.9013 23.1128
O 8.9992 -6.2336 30.0686
O 7.8304 16.4701 27.892
O 1.8317 -5.0176 27.2731
O 24.0326 18.1728 23.0836
O 17.1765 -7.1016 32.2853
O -1.3812 1.225 35.1543
N -17.0187 -15.7235 31.5958
O -5.6644 7.3932 16.2256
O 7.0539 7.2049 18.0109
N 3.4281 0.6466 34.7303
O 6.024 10.71 34.1442
O 2.438 7.2033 32.3698
N 3.806 8.4365 30.4219
O 9.0437 7.2222 29.6041

Results
free energy: -152233.012 eV
free energy less fixed offsets of N -386.36, O -570.45, Si -639.56 eV per atom: -0.492 eV

Forces (eV/angstrom), in the order of the atoms: element, x, y, z
Si -0.0108 0.0004 0.0715
Si 0.0125 0.003 0.0665
Si -0.0054 -0.0051 0.0873
Si -0.009 0 0.073
Si -0.0211 -0.0056 0.0823
Si 0.0133 0.0027 0.0723
Si -0.004 -0.0094 0.069
Si 0.0013 -0.0005 0.0953
Si -0.0004 0.0011 -0.0032
Si -0.003 0.0008 -0.0046
Si 0.0005 0.0017 0.0003
Si 0.0051 -0.0036 -0.0011
Si 0.0009 0.0025 0.0026
Si -0.0019 0.0028 -0.0032
Si -0.0018 0.0036 -0.0006
Si 0.004 -0.0037 -0.0029
Si 0.0016 0.0002 -0.0001
Si 0.0006 0.0032 -0.0009
Si -0.0013 0.0034 0.0007
Si 0.0025 0.0001 -0.0007
Si -0.001 -0.0006 0.0015
Si -0.0023 0.0009 0
Si 0.001 0.0009 -0.0005
Si 0.0028 0.0003 -0.0005
Si -0.0005 0.0012 0.0023
Si 0.0006 0.0005 -0.0007
Si 0.0006 -0.0005 0.0002
Si 0.0001 0.0006 0.0003
Si -0.0006 0.0026 0
Si 0.0008 -0.0006 -0.0005
Si 0.0017 -0.0007 -0.0002
Si -0.0002 -0.0017 -0.0005
Si 0.0004 0.0027 -0.0014
Si 0.0011 -0.0007 -0.0014
Si 0.0006 0.0015 -0.0006
Si 0.0013 0.0019 -0.0011
Si 0.0008 0.0018 -0.0011
Si -0.0008 0.0016 -0.0012
Si 0.0009 0.0018 -0.0011
Si -0.0005 0.0012 -0.0003
Si 0.0004 0.0005 -0.0009
Si 0.001 0.0011 -0.0024
Si 0.0019 0.0018 -0.0014
Si -0.0001 0.0018 -0.0018
Si 0.0018 0.0008 -0.0008
Si -0.0008 0.0021 -0.0015
Si 0.0016 0.0001 -0.0015
Si 0.0006 0.0018 -0.0016
Si 0.0009 0 -0.0009
Si 0.0016 0.0022 -0.0008
Si -0.0021 0.0009 0.0003
Si -0.0006 0.0015 -0.0011
Si -0.0006 -0.001 -0.0004
Si 0.0002 0.0002 -0.0017
Si 0.0006 0.0013 -0.0011
Si 0.0006 0.0013 -0.001
Si 0.0011 0.0004 0.0002
Si -0.0004 -0.0002 -0.0002
Si 0.0007 0.0021 0.0002
Si 0.0009 -0.0002 0.0002
Si 0.0009 0 -0.0005
Si 0.0011 0 -0.0001
Si 0.0013 0.0011 -0.0004
Si 0.0009 -0.0001 -0.0027
Si 0.0016 -0.0005 0.0002
Si 0.0016 0.0009 -0.0001
Si -0.0001 0.0012 0.0008
Si -0.0004 0.0017 -0.0014
Si -0.0014 0.0027 -0.0008
Si -0.0017 0.0012 -0.0017
Si 0.0028 0.0004 -0.0014
Si 0.0021 0.0033 -0.0006
Si 0.0013 0.0007 0.0001
Si -0.0041 0.0034 0.0014
Si 0.0014 0.0027 0.0023
Si -0.0021 -0.0031 -0.0013
Si 0.0066 -0.0001 -0.0012
Si 0.0004 -0.0035 0.001
Si -0.0038 0 0.0002
Si -0.0045 0.0012 0.0016
Si 0.0001 0.0028 -0.0065
Si 0.0011 0.0011 -0.0055
Si 0.0045 0.0006 -0.0001
Si 0.0044 -0.0008 -0.0003
Si -0.0022 -0.0054 -0.0006
Si -0.0033 0.0007 -0.0108
Si 0.0032 0.0018 0.0003
Si -0.0061 0.0039 -0.0086
Si -0.0109 -0.0053 0.0965
Si -0.0107 0.0084 0.0758
Si 0.0168 -0.0043 0.1168
Si 0.0302 0.0042 0.0843
Si 0.0118 -0.0143 0.0846
Si -0.0032 0.0185 0.1024
Si -0.003 -0.0131 0.1137
Si -0.0031 -0.0015 0.0985
Si -0.0148 0.0258 0.2736
Si -0.0287 -0.0159 0.2661
Si 0.0035 -0.0138 0.1933
Si 0.0107 0.0165 0.2109
Si -0.0334 0.0241 0.2937
Si 0.0074 -0.0106 0.1818
Si 0.0034 -0.016 0.1952
Si 0.0349 0.0003 0.2409
Si -0.0052 0.0221 0.2506
Si 0.0224 0.0352 0.2754
Si -0.0143 0.0073 0.215
Si 0.0114 0.0052 0.3196
Si -0.0324 -0.02 0.2753
Si -0.0454 0.0086 0.1983
Si -0.0035 -0.0128 0.1656
Si -0.029 -0.0177 0.2487
Si 0.0117 -0.0189 0.2467
Si -0.0361 -0.0144 0.2357
Si -0.0001 -0.0184 0.1734
Si 0.006 0.0126 0.232
Si 0.0341 -0.0456 0.2578
Si 0.0068 0.0088 0.1842
Si 0 0.0332 0.2438
Si 0.0556 -0.0178 0.2683
Si 0.0282 0.0225 0.2115
Si 0.0004 0.0214 0.2332
Si -0.022 0.0313 0.1945
Si -0.0943 0.0236 0.2726
Si 0.0078 0.0232 0.1923
Si -0.0395 -0.0186 0.2338
Si 0.0368 -0.0157 0.2055
Si -0.0029 -0.0026 0.2771
Si 0.0126 -0.0102 0.2022
Si -0.0071 -0.0025 0.2217
Si 0.0359 -0.0142 0.2366
Si -0.0233 0.0651 0.2362
Si -0.0016 0.0019 0.2267
Si -0.014 0.0158 0.1828
Si -0.0076 -0.0159 0.2308
Si -0.0031 0.005 0.3043
Si 0.0144 0.0017 0.1857
Si -0.022 0.002 0.2061
Si -0.0313 0.0024 0.1761
Si 0.052 0.0409 0.2518
Si -0.0108 -0.0134 0.2199
Si 0.0056 -0.0195 0.175
Si -0.0111 -0.0137 0.2092
Si 0.0578 -0.0098 0.2817
O 0.0108 0.0299 -0.1117
O 0.0332 -0.0129 -0.0896
O 0.0257 0.0135 -0.0803
O 0.0334 -0.03 -0.0951
N -0.0031 -0.0087 -0.1279
O -0.0495 -0.0049 -0.1358
O -0.0287 -0.0477 -0.1183
O -0.0296 0.0456 -0.1107
O 0.0648 -0.0072 -0.131
O 0.0286 0.0379 -0.1103
O 0.0404 -0.0208 -0.0855
N -0.0122 -0.0137 -0.1184
O 0.0522 -0.0326 -0.1101
N -0.0001 0.0193 -0.139
O 0.0335 -0.023 -0.1308
O -0.0262 0.0047 -0.1282
O 0.0001 -0.0072 -0.0519
O -0.0295 0.0521 -0.118
O -0.0587 0.0395 -0.2033
O -0.0512 -0.0061 -0.1558
O -0.0253 0.0385 -0.104
O 0.0147 -0.0153 -0.216
O 0.0137 -0.0074 -0.0846
O -0.0219 -0.0628 -0.1856
O 0.0037 -0.0317 -0.0835
O 0.0005 0.0221 -0.0901
O 0.0154 0.0479 -0.1764
O -0.0368 0.0109 -0.1388
O 0.0251 -0.0051 -0.0898
O 0.0034 0.015 -0.0772
O -0.0242 0.031 -0.1071
O -0.0022 -0.0255 -0.0991
O 0.0333 -0.03 -0.0919
O -0.0238 -0.0201 -0.1092
O -0.0027 0.0043 -0.0577
O 0.0158 0.0044 -0.078
O 0.0123 0.0126 -0.0735
N -0.0158 -0.0077 -0.1752
O -0.0026 0.0138 -0.0715
O 0.0831 -0.0323 -0.1293
O -0.047 -0.0694 -0.1462
O -0.0091 -0.0112 -0.0744
O 0.0476 -0.0201 -0.0877
O -0.044 -0.0111 -0.0942
O 0.0383 -0.0248 -0.1301
O 0.0091 0.0067 -0.0713
O 0.0133 -0.0024 -0.1101
O 0.0357 -0.0799 -0.1642
O 0.0117 0.0096 -0.1108
O -0.03 0.0312 -0.1634
O -0.0065 -0.0088 -0.1751
O -0.003 -0.0125 -0.0832
O -0.0448 -0.0479 -0.1649
O 0.0029 -0.0013 -0.0892
O 0.034 -0.0276 -0.0997
O 0.004 0.0015 -0.0684
O 0.0075 0.0608 -0.1134
O -0.0082 -0.0281 -0.1452
O 0.0074 0.0117 -0.0804
O -0.0092 -0.0018 -0.0516
O -0.0508 0.0259 -0.1214
O -0.0525 -0.016 -0.0986
O -0.0647 -0.0295 -0.1192
O 0.0064 0.0035 -0.072
O -0.0099 -0.0072 -0.0785
O -0.0352 -0.0042 -0.0954
O 0.0197 0.0005 -0.0697
O 0.0477 -0.0069 -0.1281
O -0.0188 0.0272 -0.0906
O -0.0766 -0.0223 -0.1713
O 0.0184 -0.0876 -0.1484
O -0.0856 0.039 -0.1752
O -0.0037 -0.0538 -0.0807
O 0.0369 -0.0104 -0.0828
O 0.0216 -0.0084 -0.0814
O 0.0187 0.0431 -0.0867
O 0.0057 -0.0444 -0.0989
O -0.0335 0.0463 -0.0941
O 0.0216 0.0247 -0.1095
O 0.0541 0.0422 -0.1507
O 0.0226 -0.0094 -0.1496
O 0.0132 0.0783 -0.199
O 0.0289 -0.0109 -0.1237
N 0.0007 -0.0218 -0.159
O 0.0182 0.0219 -0.1623
O -0.0082 0.0472 -0.1434
O -0.0475 0.0154 -0.1263
O 0.0363 -0.0417 -0.0961
O 0.0633 -0.0437 -0.224
O -0.0079 0.0368 -0.0884
O 0.0275 -0.0045 -0.1527
O -0.0403 0.0125 -0.0891
O 0.0565 0.0383 -0.123
O 0.0061 0.0203 -0.1127
O -0.0136 -0.0116 -0.0905
O 0.0027 0.0207 -0.081
O 0.0202 0.0027 -0.0775
O -0.0425 -0.0371 -0.1448
O -0.0214 0.0316 -0.1095
O -0.0007 0.0038 -0.04
N 0.0144 0.0241 -0.1431
O -0.0429 -0.0133 -0.1154
O 0.0095 0.0463 -0.1267
N -0.0226 -0.0268 -0.0836
O 0.0509 -0.0248 -0.1178
O -0.0071 0.041 -0.0901
N 0.0318 -0.0165 -0.1081
O -0.02 0.0139 -0.1094

The program warned: the cutoff lies below the one the program advises for these potential files; the forces do not sum to zero within the program's tolerance; empty levels may hold ghost states of the PAW files; the exchange-correlation potential is rough where the density is thin.
